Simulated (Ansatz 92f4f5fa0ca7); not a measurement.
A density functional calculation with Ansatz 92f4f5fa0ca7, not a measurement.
Periodic cell of 222 atoms, Si131O89P2, from a study of silicon, its oxide and their interface. The atomic structure is a simulated model.
Doubt: the cutoff is far below the 930 eV that the study's wrapper takes by default for these files, so forces and energies are approximate.
This geometry differs little from another in the collection (a relaxation step or a small displacement).

Settings: functional PBE; potential files Ansatz PAW; basis plane waves; wave-function cutoff 580 eV; density cutoff ratio 5; exchange-correlation grid ratio 1; k mesh 1 x 1 x 1, Gamma-centred; self-consistency stop 5e-08 eV per atom in the density residual; occupations fixed; spin none; net charge 0.

Cell vectors (angstrom)
a, 10.938, 0, 0
b, 0, 10.938, 0
c, 0, 0, 32.1988

Atoms: element, x, y, z (angstrom)
Si, 10.6367, 0.2775, 24.8562
Si, 5.633, 10.7597, 24.8244
P, 2.4073, 2.9832, 24.6154
Si, 8.4516, 2.5296, 24.8351
P, 0.1203, 5.3095, 24.6114
Si, 5.1165, 5.7153, 24.6909
Si, 2.8726, 7.9589, 24.6212
Si, 7.8546, 8.5191, 24.6406
Si, 1.4263, 1.4205, 26.0244
Si, 6.8473, 1.3673, 26.1374
Si, 4.0106, 4.0125, 25.9626
Si, 9.6686, 4.149, 26.0692
Si, 1.3104, 6.7457, 25.9933
Si, 6.7618, 6.8626, 25.9777
Si, 4.0414, 9.5141, 26.0357
Si, 9.4716, 9.5762, 26.0765
Si, 2.7138, -0.0174, 27.3846
Si, 8.1668, -0.022, 27.5129
Si, 0.0464, 2.7505, 27.4454
Si, 5.4419, 2.7601, 27.3959
Si, 2.7032, 5.4225, 27.3894
Si, 8.183, 5.4975, 27.3391
Si, -0.028, 8.1823, 27.3522
Si, 5.4409, 8.1966, 27.4265
Si, 4.0884, 1.36, 28.7598
Si, 9.5871, 1.366, 28.7936
Si, 1.366, 4.1114, 28.8228
Si, 6.8371, 4.1217, 28.7447
Si, 4.0855, 6.803, 28.7616
Si, 9.5465, 6.8387, 28.7506
Si, 1.3436, 9.5509, 28.7443
Si, 6.7915, 9.5512, 28.8322
Si, 0.0091, -0.012, 30.1457
Si, 5.4495, 0.0125, 30.1601
Si, 2.7392, 2.7297, 30.1517
Si, 8.2008, 2.7448, 30.1332
Si, -0.0177, 5.4845, 30.1474
Si, 5.4704, 5.4655, 30.1401
Si, 2.7253, 8.1955, 30.1274
Si, 8.202, 8.1972, 30.153
Si, 1.3673, 1.3673, 31.515
Si, 6.8362, 1.3673, 31.515
Si, 4.1018, 4.1018, 31.515
Si, 9.5708, 4.1018, 31.515
Si, 1.3673, 6.8362, 31.515
Si, 6.8362, 6.8362, 31.515
Si, 4.1018, 9.5708, 31.515
Si, 9.5708, 9.5708, 31.515
Si, 2.7345, 0, 0.6835
Si, 8.2035, 0, 0.6835
Si, 0, 2.7345, 0.6835
Si, 5.469, 2.7345, 0.6835
Si, 2.7345, 5.469, 0.6835
Si, 8.2035, 5.469, 0.6835
Si, 0, 8.2035, 0.6835
Si, 5.469, 8.2035, 0.6835
Si, 4.1255, 1.3574, 2.0572
Si, 9.5672, 1.3558, 2.0551
Si, 1.3712, 4.1187, 2.0387
Si, 6.8487, 4.0855, 2.061
Si, 4.1055, 6.8288, 2.0567
Si, 9.5794, 6.8361, 2.0526
Si, 1.3816, 9.5499, 2.0539
Si, 6.8286, 9.5914, 2.0521
Si, -0.0031, -0.0327, 3.3941
Si, 5.4913, 0.0109, 3.475
Si, 2.777, 2.7797, 3.3699
Si, 8.193, 2.6973, 3.4521
Si, 0.0216, 5.4787, 3.4348
Si, 5.4841, 5.4643, 3.4124
Si, 2.7687, 8.2074, 3.4504
Si, 8.2079, 8.2251, 3.3842
Si, 1.3955, 1.3879, 4.6395
Si, 6.8491, 1.3472, 4.9127
Si, 4.1591, 4.0842, 4.8082
Si, 9.5769, 4.0844, 4.7651
Si, 1.4143, 6.8325, 4.8231
Si, 6.8296, 6.8857, 4.7354
Si, 4.1387, 9.5747, 4.8518
Si, 9.5579, 9.5495, 4.7937
Si, 2.7502, 0.1065, 6.0684
Si, 8.2097, -0.0651, 6.2728
Si, 0.0292, 2.6742, 6.0467
Si, 5.4802, 2.7234, 6.2987
Si, 2.8166, 5.4771, 6.1836
Si, 8.1754, 5.4789, 6.0491
Si, 0.0129, 8.1873, 6.1608
Si, 5.5344, 8.2202, 6.2392
Si, 3.8422, 1.5682, 7.6106
Si, 9.8395, 1.143, 7.4562
Si, 1.6322, 3.7987, 7.316
Si, 6.6529, 4.4157, 7.4904
Si, 4.4074, 6.6333, 7.5503
Si, 9.3694, 6.9456, 7.4132
Si, 1.1419, 9.9195, 7.3032
Si, 7.1659, 9.2224, 7.6804
O, 8.3139, 8.0795, 7.9371
O, 2.723, 2.7345, 7.9507
O, 9.5513, 1.4063, 24.3055
O, 3.9989, 6.8253, 24.1451
O, 0.0325, 0.0321, 7.9623
O, 5.524, 5.507, 8.0403
O, 6.744, 9.678, 24.283
O, 3.8637, 7.3921, 8.9371
O, 0.8265, 4.3684, 8.6174
O, 9.8225, 6.163, 8.8028
O, 2.1073, 9.3869, 8.5175
O, 7.5071, 3.9265, 8.8171
O, 4.2679, 0.9264, 9.0845
O, 6.7382, 9.5564, 9.2365
O, 9.21, 1.8594, 8.8033
O, 7.72, 3.1715, 23.5107
O, 9.9044, 6.4352, 24.1072
O, 4.9808, 0.4758, 23.4728
O, 5.8521, 5.1016, 23.3497
O, 3.028, 2.2458, 23.2517
O, 2.2611, 8.698, 23.2543
O, 8.3235, 8.0912, 23.1005
O, 0.265, 10.4326, 23.5424
Si, 4.3451, 1.5943, 22.4929
Si, 3.5014, 7.9308, 14.0493
Si, 7.1354, 0.9661, 14.6973
Si, 0.9266, 9.3514, 22.5408
Si, 1.1849, 4.307, 11.8983
Si, 6.2708, 8.9676, 15.346
Si, 0.6847, 1.3647, 12.3162
Si, 8.6656, 4.9234, 20.5973
Si, 0.3341, 5.7067, 9.372
Si, 5.1142, 3.1207, 17.9645
Si, 0.8835, 3.7387, 16.7725
Si, 10.4115, 2.8083, 19.263
Si, 5.2838, 1.1803, 10.3609
Si, 0.9001, 0.15, 19.8532
Si, 6.6525, 9.4565, 10.8749
Si, 9.3427, 9.6806, 18.3316
Si, 9.3991, 9.2369, 12.586
Si, 6.5619, 3.8484, 22.5905
Si, 2.4438, 8.0702, 9.3904
Si, 10.6299, 7.3786, 17.106
Si, 2.5379, 6.2949, 16.6067
Si, 10.1805, 4.4878, 14.2068
Si, 6.1405, 9.1887, 18.5426
Si, 7.97, 2.57, 9.5877
Si, 8.8843, 2.1405, 12.466
Si, 5.372, 6.2463, 18.1053
Si, 3.9266, 0.5633, 19.4891
Si, 4.2854, 3.8365, 12.0684
Si, 5.5525, 6.6001, 12.1544
Si, 8.0311, 2.4919, 17.2709
Si, 4.3723, 2.4826, 14.9888
Si, 1.5518, 1.2145, 15.276
Si, 1.5776, 9.4064, 12.0593
Si, 8.054, 6.8466, 13.8962
Si, 10.3945, 9.8346, 15.4999
Si, 9.6107, 7.1827, 22.6737
Si, 8.18, 5.5073, 17.5075
O, 6.055, 7.9548, 11.303
O, 6.0064, 9.1942, 16.9252
O, 7.6915, 1.3585, 13.2212
O, 0.904, 1.7483, 13.8858
O, 9.49, 6.2449, 16.9099
O, 6.7677, 6.2008, 13.1564
O, 5.1666, 4.6562, 18.6367
O, 9.2358, 2.1027, 18.3237
O, 2.3808, 0.0899, 19.0842
O, 9.4107, 10.2265, 16.7693
O, 2.7946, 4.4315, 11.7359
O, 5.0786, 10.3348, 19.1371
O, 9.428, 3.2453, 13.5012
O, 0.4825, 1.7411, 19.9926
O, 3.1662, 1.3637, 15.0811
O, 8.2923, 5.4886, 19.1274
O, 3.9371, 6.5806, 17.3975
O, 4.5842, 3.288, 16.4098
O, 9.0622, 5.6597, 14.3479
O, 5.4295, 2.7627, 22.17
O, 10.6803, 4.1256, 15.6985
O, 0.3277, 3.8429, 18.3068
O, 10.4324, 10.5222, 19.2136
O, 9.6578, 10.0197, 14.0414
O, 10.85, 8.1194, 22.1886
O, 1.2109, 2.1597, 16.5531
O, 9.7338, 3.6951, 20.4578
O, 8.1845, 4.0404, 16.8162
O, -0.0344, 9.092, 11.9191
O, 6.5878, 2.3935, 18.0284
O, 5.5896, 10.7146, 11.2074
O, 7.756, 9.5929, 18.8547
O, 10.036, 1.0215, 12.0796
O, 1.3187, 6.9545, 9.0811
O, 0.6253, 4.7698, 13.3664
O, 5.704, 7.6318, 19.0233
O, 5.2432, 5.084, 11.5375
O, 2.7354, 6.9833, 15.1418
O, 0.9187, 2.741, 11.4856
O, 0.8709, 10.6882, 15.5672
O, 2.4152, 8.5839, 10.9274
O, 4.7038, 2.4285, 11.2891
O, 4.2674, 3.5086, 13.6997
O, 2.1935, 4.6913, 16.5284
O, 10.7318, 8.2516, 15.7206
O, 6.9496, 10.2978, 14.721
O, 2.347, 8.9455, 13.4429
O, 8.054, 1.5534, 15.9287
O, 4.1394, 6.9958, 12.8763
O, 4.1811, 2.0186, 18.7497
O, 7.2717, 4.3972, 21.2435
O, 8.4105, 2.9148, 11.1157
O, 1.2257, 6.8981, 17.3994
O, 5.6684, 1.5779, 14.7919
O, 8.1378, 9.7459, 11.6053
O, 9.302, 6.1232, 21.4905
O, 8.9671, 7.709, 12.8869
O, 1.6564, 0.114, 11.9015
O, 6.7144, 6.1632, 17.1518
O, 7.3938, 7.7966, 15.0674
O, 1.223, 10.2102, 21.1944
O, 10.043, 8.2056, 18.3757
O, 3.9282, 0.8642, 21.1035
O, 0.3432, 5.3276, 10.9414
O, 6.6985, 1.5689, 9.6477
O, 4.787, 8.7191, 14.694

Results
free energy: -135405.224 eV
free energy less fixed offsets of O -568.88, P -755.39, Si -635.61 eV per atom: 0.786 eV

Forces (eV/angstrom), in the order of the atoms: element, x, y, z
Si, -0.028, 0.0124, -0.0032
Si, -0.0049, 0.0156, 0.0301
P, -0.0327, 0.0748, -0.0538
Si, 0.0095, -0.0084, 0.0167
P, 0.0034, -0.0194, -0.0008
Si, -0.0011, -0.0111, -0.0231
Si, -0.022, 0.0052, -0.006
Si, 0.0037, 0.0255, 0.0177
Si, -0.0035, -0.023, 0.0045
Si, 0.0137, -0.008, 0.0031
Si, 0.0092, 0.0063, 0.0154
Si, 0.0073, -0.0202, -0.0107
Si, 0.008, -0.0014, -0.0021
Si, 0.0021, -0.0016, -0.007
Si, 0.0054, 0.0067, -0.0249
Si, -0.0037, 0.0027, 0.0048
Si, -0.0102, 0.0015, 0.0122
Si, 0.003, 0.0135, -0.0144
Si, 0.0029, 0.0045, -0.0063
Si, 0.0065, -0.0027, -0.0067
Si, -0.0095, -0.0118, -0.0059
Si, -0.0022, 0.0058, 0.0103
Si, -0.0061, 0.0112, 0.0026
Si, 0.0043, -0.0047, 0.0163
Si, -0.0004, 0.0042, -0.0033
Si, -0.0017, -0.0111, -0.0079
Si, 0.0064, -0.0007, -0.006
Si, -0.0091, 0.0035, 0.0007
Si, 0.0098, 0.0019, 0.0072
Si, -0.0005, 0.0012, -0.0026
Si, 0.0054, -0.0035, -0.0021
Si, 0.0034, -0.0026, -0.0025
Si, 0.0012, 0.0039, -0.0021
Si, -0.0018, -0.0004, -0.0001
Si, -0.0019, -0.0024, 0.0033
Si, 0.0046, 0.0058, 0.0005
Si, -0.0062, -0.0012, 0.0019
Si, 0.0029, -0.0009, -0.0003
Si, -0.0046, 0.003, 0.001
Si, -0.0005, 0.0001, 0.0002
Si, 0.0475, -0.0564, 0.0075
Si, 0.0446, 0.1044, -0.0888
Si, 0.0735, -0.0613, 0.0002
Si, -0.0621, 0.0561, -0.0512
Si, -0.0615, 0.0639, -0.0787
Si, -0.0188, -0.0323, 0.0184
Si, -0.1637, -0.073, -0.0737
Si, -0.0153, -0.0013, -0.0011
Si, 0.0227, -0.0532, 0.1324
Si, -0.04, 0.0464, -0.0643
Si, -0.0467, -0.014, 0.0808
Si, 0.1121, -0.0185, 0.0335
Si, -0.0284, 0.1393, -0.1158
Si, 0.049, -0.1189, 0.1104
Si, 0.1157, -0.0807, -0.0076
Si, -0.009, 0.0317, 0.0855
Si, -0.0008, -0.0021, 0.0017
Si, 0.0007, 0.0036, 0.0018
Si, 0, -0.0029, 0.0016
Si, 0.0005, 0.0006, 0.0001
Si, -0.0008, 0.0004, -0.0004
Si, 0.0018, -0.0027, 0.0008
Si, 0.0033, 0.0015, 0.002
Si, -0.0044, 0.0009, 0.0006
Si, -0.0085, -0.0047, -0.0066
Si, 0.0043, -0.0015, 0.0006
Si, -0.0007, 0.007, -0.0011
Si, 0.0016, -0.0045, 0.0014
Si, 0, 0.0017, 0.0017
Si, 0.001, 0.0039, -0.006
Si, 0.0007, 0.0001, 0.0018
Si, -0.0025, 0.0011, -0.0122
Si, 0.0081, 0.0024, 0.0153
Si, -0.002, 0.0016, -0.0026
Si, -0.0025, -0.0106, 0.0091
Si, 0.0001, 0.0001, -0.0021
Si, -0.0003, -0.0024, -0.001
Si, -0.0083, -0.0047, -0.0033
Si, -0.0018, -0.0006, -0.0032
Si, 0.0136, 0.0069, 0.0041
Si, -0.0078, 0.0066, -0.0026
Si, -0.0067, -0.0024, -0.0025
Si, 0.003, 0.0002, -0.0078
Si, 0.0008, 0.0096, 0.0013
Si, -0.0031, -0.0001, -0.008
Si, 0.003, -0.0058, 0.0022
Si, 0.0004, 0.0054, 0.0024
Si, -0.005, 0.0019, -0.0048
Si, -0.0016, 0.0051, -0.0088
Si, 0.0052, -0.0016, 0.0106
Si, 0.0167, -0.0091, 0.0036
Si, -0.0054, -0.0105, -0.0096
Si, 0.0008, -0.0058, 0.0097
Si, 0.0093, -0.0099, 0.024
Si, 0.0017, -0.0038, -0.0109
Si, 0.0034, 0.0069, 0.0184
O, 0.0034, 0.0099, -0.0273
O, -0.0108, 0.0032, 0.0115
O, 0.0107, -0.001, -0.0253
O, 0.0147, 0.0095, 0.0169
O, -0.0082, -0.0053, 0.0001
O, 0.0017, 0.0078, 0.002
O, -0.0064, -0.036, -0.0115
O, 0.001, -0.0007, -0.0022
O, -0.0015, 0.0042, -0.0046
O, -0.0017, 0.0031, -0.0026
O, 0.001, -0.0006, 0.0041
O, 0.001, 0.0034, 0.0029
O, 0.0005, -0.0014, 0.0017
O, 0.0036, -0.0041, -0.0005
O, 0.0007, -0.0018, -0.0045
O, -0.0107, 0.0059, -0.0007
O, 0.0074, 0.0021, 0.001
O, -0.0096, 0.0127, -0.02
O, -0.0051, 0.0092, 0.0045
O, 0.0062, -0.018, 0.0621
O, 0.0079, -0.0079, -0.0022
O, -0.0051, -0.0002, -0.0066
O, 0.0064, -0.009, 0.0084
Si, 0.0155, -0.0038, 0.0055
Si, -0.0002, 0.0005, 0.0006
Si, -0.0002, 0.0013, 0.0014
Si, -0.0018, 0.0077, 0.0069
Si, -0.0007, 0.0034, 0.0001
Si, 0.0003, 0.0001, 0.0008
Si, -0.0004, 0.0003, 0.0013
Si, -0.0028, -0.0009, 0.0012
Si, -0.0006, -0.0017, -0.0033
Si, 0.0005, 0.001, -0.0009
Si, -0.0008, 0.0001, 0.0026
Si, -0.0012, 0.002, 0.002
Si, -0.0015, -0.0003, -0.0026
Si, 0.003, 0.0011, 0.0018
Si, 0.0002, -0.0012, 0.0024
Si, 0.0006, 0.0003, -0.0001
Si, -0.0017, -0.0002, -0.0014
Si, 0.007, -0.0052, 0.0017
Si, -0.0029, -0.0005, -0.0026
Si, -0.0002, -0.0001, 0.001
Si, -0.0008, -0.0001, 0.0013
Si, -0.0003, 0.001, 0.002
Si, -0.0004, 0.0012, -0.0017
Si, -0.0032, 0, -0.0016
Si, -0.0008, 0.001, 0.0009
Si, -0.0001, -0.0032, 0.0002
Si, -0.0015, 0.0035, -0.0018
Si, 0.0001, -0.0001, -0.0007
Si, 0.0007, 0.001, -0.0003
Si, 0, 0.0006, 0.0027
Si, -0.0003, 0.0008, 0.0015
Si, 0.0002, 0.0013, 0.0018
Si, 0, -0.0002, -0.0007
Si, -0.0003, -0.0001, 0.001
Si, 0.0002, 0.0007, 0.0008
Si, 0.0108, -0.0056, -0.0062
Si, 0.0001, -0.0001, 0.0025
O, -0.0012, 0.0008, -0.0005
O, 0, 0.0005, 0.0003
O, -0.0005, 0.0005, 0.0002
O, -0.0001, 0.0002, -0.0004
O, 0.0006, 0.0009, -0.0011
O, -0.0001, 0.0001, 0.0007
O, -0.0001, 0.0014, -0.0011
O, 0.0003, 0.0005, -0.0008
O, -0.0008, 0, 0.0005
O, -0.0007, 0.0006, 0
O, -0.0005, 0.0009, 0.0002
O, 0.0006, -0.0008, 0.0004
O, -0.0001, 0.0004, -0.0007
O, 0.0005, -0.0013, -0.0009
O, -0.0003, 0.0004, -0.001
O, 0.0005, 0.0012, -0.0005
O, 0.0003, 0.0013, -0.0002
O, 0.0001, 0.0006, -0.0006
O, -0.0005, 0.0006, -0.0004
O, -0.0103, -0.0157, 0.005
O, 0.0001, 0.0003, 0
O, -0.0001, 0.0004, -0.0012
O, -0.001, 0.0005, 0
O, 0.0003, 0.0009, 0.0002
O, -0.0032, -0.0018, -0.0009
O, -0.0002, 0.0004, -0.001
O, -0.0009, 0.0016, -0.0018
O, 0, 0.0008, -0.0013
O, -0.0001, 0.0008, -0.0003
O, -0.0003, 0.0005, -0.0008
O, 0.001, -0.0012, -0.0003
O, -0.0006, 0.0005, 0.0011
O, -0.0001, 0.0007, -0.0005
O, 0.0003, 0.0021, 0.0015
O, -0.0004, -0.0002, 0
O, 0.0002, 0.0016, 0.0015
O, 0, 0.0012, 0.0004
O, -0.0001, 0.0002, -0.0003
O, -0.0006, -0.0005, 0.0005
O, -0.0007, -0.0002, -0.0006
O, 0, 0.0006, 0.0011
O, 0, 0.0013, 0.0007
O, 0.0002, -0.0002, 0.0001
O, 0, 0.0011, -0.0009
O, -0.0002, 0.0007, -0.0007
O, -0.0003, 0.0002, -0.0007
O, 0, 0.0005, -0.0005
O, 0, 0.0004, -0.001
O, -0.0007, 0.0007, -0.0002
O, 0, -0.0008, 0
O, -0.0004, 0.0025, 0.0015
O, 0.0001, 0.0003, 0.0003
O, -0.0005, 0.0008, -0.0004
O, 0, 0.0009, -0.0009
O, 0.0001, 0.0016, -0.0008
O, -0.0012, 0.0034, 0.0024
O, -0.0006, 0.0006, 0.0002
O, -0.0003, 0.0008, 0
O, -0.001, 0.0016, -0.0003
O, -0.0005, 0.0014, -0.0004
O, -0.0014, -0.0012, -0.0016
O, -0.0007, 0.0005, -0.0004
O, -0.001, -0.0003, 0.0001
O, 0.0011, 0, -0.0004
O, 0.0017, 0.0016, 0.0014
O, 0.0001, 0.0009, -0.0004

The program warned: the cutoff lies below the one the program advises for these potential files; the forces do not sum to zero within the program's tolerance; the exchange-correlation potential is rough where the density is thin.
